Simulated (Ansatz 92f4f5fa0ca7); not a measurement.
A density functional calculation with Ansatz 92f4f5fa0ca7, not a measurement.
Periodic cell of 258 atoms, Si144O114, from a study of silicon, its oxide and their interface. The atomic structure is a simulated model.
This geometry differs little from another in the collection (a relaxation step or a small displacement).

Settings: functional r2SCAN; potential files Ansatz PAW; basis plane waves; wave-function cutoff 800 eV; density cutoff ratio 5; exchange-correlation grid ratio 1; k mesh 1 x 1 x 1, shifted by 0.5 0.5 0 of a step; self-consistency stop 1e-10 eV per atom in the density residual; occupations fixed; spin none; net charge 0.

Cell vectors (angstrom)
a, 10.88, 0, 0
b, 0, 10.88, 0
c, 3.9149, -0.4319, 35.8798

Atoms and the computed forces on them: element, x, y, z (angstrom), force x, y, z (eV/angstrom)
Si, 1.0549, 1.6904, 1.4201, 0.0013, -0.0047, 0.0052
Si, 3.7858, 4.3755, 1.6591, 0.0053, -0.0008, -0.0231
Si, 1.6449, 6.6067, 1.5154, -0.006, 0.0029, -0.026
Si, 2.7607, -2.7181, 2.8555, 0.0017, -0.0002, 0.0014
Si, -3.8345, 1.0249, 1.4693, -0.007, 0.0073, -0.0288
Si, -0.6993, 3.4976, 1.3562, -0.0048, 0.0055, -0.0249
Si, 6.3799, 7.1821, 1.0717, -0.0036, 0.0014, -0.0054
Si, -1.6316, -1.1542, 1.5935, 0.0036, -0.0027, -0.0268
Si, 2.6358, 2.7245, 2.8377, -0.0077, -0.0035, -0.0071
Si, 5.4647, 5.5916, 2.6912, 0.0003, 0.0046, 0.0063
Si, 4.2446, -1.4523, 1.5796, -0.0055, 0.01, -0.026
Si, 5.5001, -0.0166, 2.8866, -0.0012, -0.0016, 0.0049
Si, -2.6065, 2.6974, 2.5959, 0.001, 0.0011, 0.0034
Si, 0.05, 5.3353, 2.693, -0.0012, 0.0013, 0.0046
Si, 8.0076, 8.0999, 2.677, -0.003, -0.0029, 0.0069
Si, 0.0008, 0.0607, 2.779, 0.0038, 0.0063, 0.0003
Si, 1.3408, 4.0894, 4.2224, -0.0003, -0.0013, 0.0023
Si, 4.137, 6.8342, 4.1973, 0.0021, -0.0001, -0.0013
Si, 1.3613, -1.3325, 4.1023, 0.0004, 0.0026, -0.0013
Si, 4.0738, 1.3674, 4.1172, -0.0017, -0.0022, 0.0036
Si, 6.8669, 4.1206, 3.93, 0.0012, 0.0003, 0.0031
Si, 9.47, 6.7318, 3.9642, -0.0006, -0.0017, -0.0029
Si, 6.7959, 9.4496, 4.2056, -0.0008, -0.0012, 0
Si, -1.3786, 1.3755, 4.1435, -0.0001, 0.0003, -0.0017
Si, -0.0375, 2.7207, 5.5334, 0.0001, 0.0014, 0.0028
Si, 2.7508, 5.4545, 5.4898, -0.0005, 0.0008, 0.0018
Si, -0.036, 8.1324, 5.3481, -0.0016, 0.0023, -0.0007
Si, 2.7168, 0.006, 5.4883, -0.001, 0.0009, -0.0021
Si, 5.4857, 2.7717, 5.3531, -0.0004, 0.0034, -0.0001
Si, 8.161, 5.4184, 5.4125, -0.0002, -0.001, -0.0014
Si, 5.4375, 8.1652, 5.5902, 0.001, -0.0019, -0.0024
Si, 8.1707, -0.018, 5.4715, 0.0041, 0.0008, 0.0041
Si, 1.3543, 1.3556, 6.853, 0.0007, 0.0001, 0.0011
Si, 4.1239, 4.0751, 6.7747, 0.0051, 0.0004, -0.0007
Si, 1.3397, 6.8241, 6.7645, -0.0007, 0.0004, -0.0028
Si, 4.0567, 9.5404, 6.8853, -0.0008, 0, 0.0026
Si, 6.794, 1.3853, 6.7576, -0.0006, 0.0011, -0.0029
Si, 9.483, 4.0924, 6.8518, -0.0007, 0.0011, 0
Si, 6.8266, 6.7628, 6.8415, 0.0008, -0.0026, 0.0018
Si, -1.3275, 9.5003, 6.7692, 0.0018, -0.002, -0.0016
Si, 2.7564, 2.7407, 8.1419, 0.004, 0.0026, 0.0001
Si, 5.434, 5.4098, 8.1797, -0.0014, -0.0055, 0.0002
Si, 2.6657, 8.1566, 8.1869, -0.0044, -0.0002, -0.0009
Si, 5.4512, 0.0581, 8.1589, 0.0017, 0.0026, 0.0001
Si, 8.1203, 2.7051, 8.1846, -0.0042, -0.0008, -0.0004
Si, 0.0195, 5.4602, 8.1454, 0.0015, 0.0059, 0.0005
Si, -2.6687, 8.1601, 8.1349, 0.005, 0.0016, -0.0005
Si, -0.0109, -0.0355, 8.1809, -0.0023, -0.0047, -0.0024
Si, 1.3927, 4.0988, 9.4903, 0.0027, 0.0007, 0.0006
Si, 4.0287, 6.7562, 9.5098, 0.0003, 0.0019, 0.0006
Si, 1.3341, 9.5138, 9.5719, 0.002, 0.0009, 0.0015
Si, 4.0952, 1.4083, 9.5251, 0.0018, 0.0014, 0.0018
Si, 6.7503, 4.0437, 9.5586, 0.0002, 0.0003, -0.002
Si, -1.3038, 6.8318, 9.5049, 0.0013, 0.0022, 0.0002
Si, 6.8474, -1.3335, 9.4465, 0.0008, 0.0038, 0.0002
Si, 9.501, 1.3387, 9.5237, -0.0001, 0.0006, -0.0007
Si, 0.0351, 2.7198, 10.804, 0.0038, -0.0026, 0.0026
Si, 2.6955, 5.4086, 10.954, -0.0027, 0.0009, 0.0034
Si, 0.0156, 8.1382, 10.9695, 0.0035, 0.0003, 0.0012
Si, 2.7177, 0.0537, 10.8279, -0.0021, 0.0013, -0.0018
Si, 5.3837, 2.7274, 10.991, -0.0016, -0.0048, -0.0018
Si, 8.1843, 5.4484, 10.7553, -0.0021, 0.0008, 0.0058
Si, 5.4417, 8.1809, 10.7049, -0.0002, 0.0011, 0.0009
Si, 8.1504, -0.0164, 10.91, 0.0005, -0.0006, 0.0012
Si, 1.378, 1.3948, 12.2221, 0.0028, 0.0041, 0.0042
Si, 3.9786, 4.046, 12.4126, -0.0005, -0.0001, 0.004
Si, 1.3699, 6.7638, 12.3629, 0.0018, -0.002, 0.0028
Si, 4.1186, -1.3345, 12.0514, 0.0011, 0.0027, 0.0049
Si, 6.7506, 1.3062, 12.2852, -0.0009, 0.0002, 0.0067
Si, -1.337, 4.1016, 12.083, 0.0013, 0.002, 0.0018
Si, 6.7964, 6.8229, 12.0162, -0.004, 0.0015, 0.0052
Si, -1.3584, 9.5187, 12.2986, 0.0002, 0.0006, 0.0048
Si, 2.579, 2.6713, 13.8673, -0.0038, -0.0003, 0.0014
Si, 5.4945, 5.5094, 13.4621, -0.0048, 0.0074, -0.0024
Si, 2.8715, 8.2149, 13.487, 0.0022, 0.0037, -0.0074
Si, 5.3423, -0.0676, 13.6068, -0.0016, -0.0053, -0.0092
Si, -2.6584, 2.7098, 13.4315, 0.0077, -0.002, -0.0024
Si, -0.102, 5.3853, 13.6557, 0, -0.0021, -0.0071
Si, 8.0438, 8.1547, 13.5057, -0.006, 0.0048, -0.0019
Si, 0.0734, -0.0007, 13.5962, 0.0059, 0.0008, -0.0041
Si, 0.6013, 3.5504, 14.9828, -0.0001, 0.0071, 0.0252
Si, 4.7028, 7.3265, 14.6973, 0.0041, 0.0021, -0.0065
Si, 1.8779, -0.9778, 14.7729, -0.0016, -0.0017, 0.0055
Si, 3.5525, 0.767, 14.9438, -0.0002, 0.0057, 0.0334
Si, -3.5924, 4.512, 14.5419, -0.0047, -0.0095, 0.0214
Si, 1.8165, -2.0184, 16.8747, 0.002, -0.0039, 0.0589
Si, 6.3739, -1.7795, 14.859, -0.0007, -0.0009, 0.0035
Si, -0.9662, 1.7616, 14.7324, -0.0007, 0.0007, 0
Si, -2.316, 8.0808, 23.0352, -0.0122, 0.0088, 0.0431
Si, 4.5399, 2.9499, -7.9279, -0.0116, 0.0044, -0.0219
Si, -1.6785, 1.2546, 16.8909, 0.0031, -0.0056, 0.0652
Si, 0.0305, 4.5888, -3.703, 0.0091, 0.0006, -0.0587
Si, 8.1639, 5.1522, 17.1597, -0.0059, -0.0025, 0.0828
Si, -2.0374, 6.3113, 14.6589, 0.0069, 0.0085, 0.0376
Si, -2.4128, 4.3788, 22.1595, 0.0044, -0.0139, 0.0511
Si, -0.9874, -1.3855, 18.0161, -0.0033, -0.014, 0.0816
Si, 5.812, -0.4345, 25.9246, 0.0012, 0.0059, -0.0065
Si, 5.9545, 0.2047, -3.7724, 0.0055, 0.0024, -0.0785
Si, 2.9545, 0.9288, -3.1123, -0.0051, -0.0069, -0.0933
Si, -2.3568, 3.1485, -8.2433, -0.0034, 0.0009, -0.024
Si, -2.1238, 0.6355, 25.6974, -0.0074, 0.0008, 0.0018
Si, -0.8063, 3.9866, 17.6965, 0.0088, 0.0066, 0.06
Si, 2.524, 2.1361, 23.0305, -0.0015, -0.0032, 0.0419
Si, -1.7431, 0.1012, 22.9028, 0.0012, -0.0001, 0.0316
Si, 3.9697, 6.7413, 16.791, 0.0022, -0.0137, 0.0792
Si, 0.9142, 0.4137, -7.38, -0.0026, 0.0096, -0.0498
Si, 4.1057, -0.0569, 17.8627, -0.0038, 0.0041, 0.088
Si, 4.1835, 1.9719, 20.2778, 0.0052, 0.0081, 0.0868
Si, 2.2615, 3.8641, -3.114, -0.0112, 0.0054, -0.0515
Si, 5.3895, 5.8073, 25.0389, 0.0026, -0.0013, 0.0007
Si, 6.5921, 6.268, -1.249, -0.0025, -0.0027, -0.0681
Si, 5.8745, 7.875, -3.8432, -0.016, 0.016, -0.0818
Si, 5.6213, -2.4821, 23.5422, 0.0027, -0.004, 0.028
Si, 2.1973, 0.2564, -0.1773, 0.0107, -0.0029, -0.0623
Si, 1.1231, -0.5536, 22.5856, -0.0043, 0.004, 0.0291
Si, 0.2944, -2.2682, -0.5009, -0.0013, -0.0064, -0.0711
Si, 4.4773, 3.9907, -1.1686, -0.0181, -0.005, -0.0715
Si, 3.367, -2.127, 21.6298, -0.0068, 0.0075, 0.0636
Si, 5.7432, 7.5108, -6.8203, -0.0009, 0.0003, -0.0562
Si, 5.1881, 2.8815, 24.5171, -0.0013, 0.0071, 0.0121
Si, 0.7302, 4.6017, 22.5473, -0.0048, -0.0024, 0.0467
Si, 2.7348, 7.6212, -6.5019, -0.0008, 0.0015, -0.0537
Si, 7.6127, 6.2787, 19.7852, 0.0067, 0.0044, 0.0881
Si, 2.194, 3.1621, -8.214, 0.0145, -0.0023, -0.0177
Si, 0.5139, 7.4965, -3.2412, 0.0149, -0.0066, -0.0713
Si, -2.5221, 5.6879, 24.873, -0.0029, -0.0002, 0.0083
Si, -1.8496, -2.0266, -9.6269, 0.0003, 0.0042, -0.0054
Si, 1.5861, -1.1403, -4.9068, -0.0016, 0.0052, -0.0718
Si, 6.5823, 1.8973, -1.4038, 0.0003, -0.009, -0.0732
Si, 3.0562, 6.4371, -3.9475, -0.0036, 0.0084, -0.059
Si, 7.035, -0.841, 16.9702, 0.008, -0.0025, 0.0656
Si, 6.4499, -0.9481, -8.4312, 0.0029, 0.002, -0.0264
Si, 0.9605, 5.3624, 19.7709, 0.0152, 0.015, 0.0767
Si, 3.7385, 4.7737, 18.8026, -0.0045, -0.0175, 0.0792
Si, 0.032, 4.6027, -6.8111, 0.0039, 0.0026, -0.0649
Si, 4.9609, 7.3132, 19.4858, -0.0022, 0.0068, 0.0754
Si, 0.2391, 7.1172, -8.2089, -0.0114, 0.0017, -0.0281
Si, 6.2908, 5.2072, -8.6039, -0.0021, -0.0077, -0.0178
Si, 1.5769, 7.4335, 23.4989, 0.0011, 0.0051, 0.0297
Si, -0.8269, 7.7567, 20.2358, 0.0008, -0.0112, 0.0753
Si, -0.9281, 0.8048, -9.4477, 0.001, -0.0046, -0.012
Si, 6.6435, 1.4056, -6.5667, -0.0002, 0.0092, -0.0637
Si, 6.8284, 1.8271, 22.055, 0.0086, -0.0052, 0.0482
Si, -2.0093, 4.0076, -1.4382, 0.0052, -0.0075, -0.073
O, -0.8088, 4.309, 22.1646, 0.0035, 0.0012, -0.0169
O, -1.0524, -1.9575, 0.3054, -0.0119, 0.0098, 0.0325
O, 4.1125, 5.1611, 17.2527, 0.005, 0.022, -0.054
O, 3.9621, 0.9123, 16.5513, -0.0058, 0.0073, -0.0525
O, -2.5678, -1.6793, 17.631, -0.0196, 0.0069, -0.0361
O, -1.3718, 7.8001, 21.7524, 0.0145, -0.0072, -0.0532
O, 4.3524, 7.3472, -3.78, 0.0053, 0, 0.0244
O, 6.7185, 0.6672, -2.4297, 0.0057, 0.0181, 0.0477
O, 6.2575, 1.397, 0.0922, 0.004, -0.0135, 0.047
O, -1.4007, 5.1392, 25.8772, 0.003, 0, 0.0019
O, -0.7877, -2.5462, -8.518, 0.0059, -0.007, 0.0085
O, -0.7134, 0.1362, 17.5791, -0.0046, 0.0185, -0.0291
O, 1.5034, 4.7422, 21.148, 0.0032, 0.0064, -0.0444
O, -0.0915, 4.1467, -5.2662, 0.0034, 0.0006, 0.0599
O, 3.4542, -0.4845, 0.5308, 0.0094, -0.0096, 0.036
O, 5.6386, -0.6731, 17.8352, 0.0195, -0.0097, -0.0392
O, 8.1917, -0.0514, 1.0054, 0.0007, -0.0051, 0.0198
O, 1.7694, -0.5195, -8.4179, -0.0028, -0.0026, 0.015
O, 5.6496, 1.7429, 20.9517, -0.0197, -0.0001, -0.034
O, 2.0137, 6.994, -2.8308, -0.0106, 0.0044, 0.0286
O, 3.3291, 4.847, -3.8842, -0.0024, -0.0127, 0.0243
O, -1.9551, 2.0665, -9.4212, 0.0002, 0.001, 0.0068
O, 7.6668, 0.6773, 16.8329, 0.0066, 0.0043, -0.0272
O, 2.8074, -1.8094, -5.7528, -0.0063, 0.0055, 0.026
O, 3.1104, 2.083, 21.5024, 0.0144, -0.0013, -0.0382
O, 2.733, 5.4797, 1.0227, 0.0015, 0.0003, 0.016
O, 7.2503, 5.3586, 18.5053, 0.0124, -0.0147, -0.0627
O, 6.9764, 8.0625, 22.7223, 0.0074, -0.0034, -0.0159
O, -0.3322, 0.0118, 22.0913, 0.0029, -0.0009, -0.0142
O, -0.182, 8.1528, -1.961, -0.0039, 0.0122, 0.0546
O, 6.713, 0.8609, -5.0494, -0.0068, -0.0147, 0.0523
O, -0.7632, -1.6342, 19.6146, -0.0037, 0.0147, -0.047
O, 6.4861, 7.4178, 19.9915, -0.006, 0.0002, -0.0274
O, -1.89, 6.9655, 19.3313, -0.0007, -0.0039, -0.0359
O, 8.0392, 4.6359, 23.6907, 0.006, -0.0031, -0.0184
O, 0.253, -2.2228, 17.3518, 0.0244, 0.0044, -0.0436
O, 6.3774, 7.4118, -5.3247, 0.0035, 0.0026, 0.0525
O, 7.6372, 4.3502, -8.8901, 0.0012, -0.0024, 0.0064
O, 7.8265, 3.0147, 21.6429, 0.0025, 0.0058, -0.018
O, -0.3756, 6.1539, -7.0619, -0.0007, -0.0074, 0.0191
O, 3.9161, 0.739, 19.2632, -0.0004, -0.0292, -0.0608
O, 4.871, 7.5485, 17.8943, -0.0119, -0.0047, -0.0682
O, 4.0839, 3.2951, 19.3318, -0.0012, 0.0191, -0.0342
O, 6.9244, 5.9515, 25.5843, 0.0032, 0.0014, -0.0038
O, 5.3863, 2.8721, -1.9139, 0.0011, 0.0056, 0.0216
O, 5.2471, 4.3824, -7.6812, 0.0006, -0.0018, 0.006
O, 7.8631, 5.5127, 21.1802, -0.0096, 0.02, -0.049
O, 2.8684, -1.1309, 17.7906, -0.0142, -0.0073, -0.0298
O, 6.6274, 6.5511, -7.7731, -0.0064, 0.009, 0.0191
O, 1.596, 1.867, -7.4452, -0.0064, -0.0084, 0.0135
O, 5.1942, 4.4628, 24.1806, -0.0001, -0.0022, -0.0012
O, 0.5483, -2.2764, -4.4204, -0.0076, -0.0138, 0.0334
O, 7.8915, 5.2963, -1.3769, -0.0101, 0.0108, 0.0264
O, 2.9121, 3.9194, -1.6119, 0.0279, -0.0004, 0.0445
O, 1.7304, 3.2506, -9.7899, -0.002, 0.0014, 0.0034
O, 2.0869, -0.3278, -3.6231, 0.0077, 0.0171, 0.0359
O, -2.2589, 6.4966, 16.317, -0.0019, 0.0103, -0.0517
O, -0.6148, 0.515, -7.8841, 0.0044, -0.0028, 0.0145
O, -1.1343, 3.9185, -2.795, -0.026, -0.0051, 0.044
O, 2.361, -0.9467, 25.7614, -0.0047, 0.0003, 0.0004
O, 7.991, 2.6701, -1.3619, 0.0004, 0.0043, 0.0228
O, 0.837, -1.9682, 23.3857, 0.0012, 0.0024, -0.0136
O, 6.2114, 2.0777, 23.5381, 0.0058, -0.0029, -0.0189
O, -0.9496, 3.6882, -7.6962, 0.0058, 0.003, 0.0193
O, 2.3702, 2.3378, -3.6662, 0.0054, -0.0021, 0.0241
O, 4.4365, 0.7337, -3.6957, -0.0077, 0.0039, 0.0298
O, 0.8355, -0.1235, -5.8883, 0.0054, -0.0154, 0.039
O, 4.1855, 7.0831, -6.9383, -0.0046, 0.0017, 0.0203
O, 1.1683, -0.9187, -0.6155, 0.0042, 0.01, 0.0311
O, 4.4629, 0.4693, 25.6937, -0.0016, -0.0013, 0.0037
O, 2.1772, 5.1676, 18.7676, 0.0071, -0.002, -0.0371
O, 7.1501, 0.4399, 25.7524, -0.0016, -0.0034, 0.0007
O, 4.017, -2.486, 20.2125, 0.0143, -0.0141, -0.0505
O, 4.5693, -1.6586, 22.6267, -0.0096, -0.0015, -0.0266
O, 2.2156, -0.9903, 21.4467, 0.0089, -0.0032, -0.0261
O, 2.4358, 7.3404, 16.8817, 0.0017, 0.0075, -0.0369
O, 5.6683, -1.8462, -7.3534, -0.0034, -0.0126, 0.0165
O, 0.7785, 6.0254, 23.344, 0.0015, -0.0089, -0.0125
O, 0.4313, 3.9263, 16.607, 0.0079, -0.01, -0.0524
O, 0.5501, 6.9145, 20.0873, -0.0042, -0.0041, -0.0237
O, -0.2945, 6.1834, -3.6854, -0.0043, 0.0059, 0.0246
O, 3.6953, 2.3956, 24.1101, -0.0055, -0.0023, -0.0103
O, 1.819, 0.6984, 23.3651, -0.0011, -0.0014, -0.0077
O, 5.2494, -2.5047, 0.7993, -0.0001, 0.0023, 0.0172
O, 1.0993, 7.3927, 0.1919, 0.0109, -0.0128, 0.0298
O, 7.1782, 4.2773, 16.1845, -0.0081, -0.0077, -0.0482
O, 7.5261, -1.9558, -9.0732, -0.0052, 0.0013, 0.0054
O, 5.5166, -0.2727, -9.5664, 0.0037, -0.0053, 0.0079
O, -1.6004, 1.0384, 24.2165, 0.0003, -0.0053, -0.0109
O, 7.6908, 2.5832, -6.9584, -0.0061, -0.0065, 0.0171
O, 7.8157, 0.5225, 22.0533, -0.0049, 0.0043, -0.0166
O, 5.914, -1.6382, 24.8802, -0.0025, -0.004, -0.0088
O, 5.1863, 2.38, -9.3163, 0.0011, 0.0034, 0.0093
O, -1.4809, 2.5127, 17.8962, -0.005, -0.0051, -0.0352
O, 4.5104, 3.6368, 0.3985, -0.0067, 0.0043, 0.0424
O, 5.0985, 1.9095, -6.7898, 0.0109, -0.0104, 0.0173
O, -1.9525, 7.0467, 24.2102, 0.0003, 0.001, -0.0066
O, -1.005, 4.0401, -0.1708, 0.0171, -0.0084, 0.0482
O, 7.1137, 0.2455, -7.5904, -0.0049, 0.0047, 0.019
O, 5.186, 5.4363, -1.4194, 0.0127, 0.0066, 0.0239
O, 4.4797, 5.8011, 19.8199, -0.001, -0.0006, -0.0301
O, 5.0037, 6.996, 24.0216, 0.0017, 0.0036, -0.0059
O, 5.9642, -1.4019, -3.818, -0.0009, 0.0079, 0.0227
O, -2.0123, -1.3315, 23.5728, 0.0027, -0.0081, -0.013
O, 2.2641, 6.5819, -5.3589, 0.0027, -0.01, 0.0425
O, 6.655, 7.2761, -2.5482, 0.0121, -0.0195, 0.0598
O, 2.1652, 7.4127, 25.0008, -0.0015, -0.0021, -0.0088
O, 1.4315, 3.3289, 23.2545, -0.0034, 0.0074, -0.0122
O, 1.5455, 4.4129, -7.3946, -0.013, 0.0044, 0.0186
O, 2.8343, 0.9478, -1.5009, -0.0102, -0.0062, 0.0552
O, 2.6885, 7.4506, 22.3211, 0.0075, 0.0008, -0.0253
O, -0.2641, 4.5141, 19.1383, -0.0285, -0.0184, -0.0584
O, 1.6647, 7.6746, -7.6929, 0.014, 0.0003, 0.025
O, 0.4916, 6.2731, -9.5656, -0.0019, 0.0044, 0.0118

Results
free energy: -157128.435 eV
free energy less fixed offsets of O -570.45, Si -639.56 eV per atom: -0.495 eV

The program warned: the cutoff lies below the one the program advises for these potential files; the forces do not sum to zero within the program's tolerance; empty levels may hold ghost states of the PAW files; the exchange-correlation potential is rough where the density is thin.
